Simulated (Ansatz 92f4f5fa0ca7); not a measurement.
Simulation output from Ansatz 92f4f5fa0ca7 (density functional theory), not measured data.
Periodic cell of 262 atoms, Si166O96, from a study of silicon, its oxide and their interface. The atomic structure is a simulated model.
Doubt: the cutoff is far below the 930 eV that the study's wrapper takes by default for these files, so forces and energies are approximate.

Settings
functional: PBE
potential files: Ansatz PAW
basis: plane waves
wave-function cutoff: 580 eV
density cutoff ratio: 5
exchange-correlation grid ratio: 1
k mesh: 1 x 1 x 1, Gamma-centred
self-consistency stop: 5e-08 eV per atom in the density residual
occupations: fixed
spin: none
net charge: 0

Cell vectors (angstrom)
a  10.938  0  0
b  0  10.938  0
c  0  0  37.9735

Atoms and the computed forces on them: element, x, y, z (angstrom), force x, y, z (eV/angstrom)
Si  0  0  0.683  -0.0273  0.0221  -0.0102
Si  5.469  0  0.683  0.0093  0.0497  -0.0014
Si  2.7345  2.7345  0.683  0.0027  0.0684  0.0172
Si  8.2035  2.7345  0.683  -0.0468  0.0596  -0.0014
Si  0  5.469  0.683  -0.036  0.0298  -0.0128
Si  5.469  5.469  0.683  0.0023  0.0406  -0.0068
Si  2.7345  8.2035  0.683  0.0054  0.0363  0.01
Si  8.2035  8.2035  0.683  -0.0095  0.0374  0.0216
Si  1.3673  1.3673  2.0503  -0.1116  -0.0299  0.0808
Si  6.8362  1.3673  2.0503  -0.1714  0.0974  -0.1234
Si  4.1018  4.1018  2.0503  -0.0705  0.0316  0.0424
Si  9.5708  4.1018  2.0503  -0.0941  0.1104  0.0416
Si  1.3673  6.8362  2.0503  -0.0361  -0.0327  -0.0355
Si  6.8362  6.8362  2.0503  -0.0837  -0.0336  0.0443
Si  4.1018  9.5708  2.0503  -0.0821  0.0324  0.0648
Si  9.5708  9.5708  2.0503  -0.0376  0.0587  0.0167
Si  2.7345  0  35.922  0.1254  0.1003  -0.0134
Si  8.2035  0  35.922  0.0544  -0.1206  0.0028
Si  0  2.7345  35.922  0.2904  -0.1606  0.0687
Si  5.469  2.7345  35.922  -0.0029  -0.0322  -0.0656
Si  2.7345  5.469  35.922  -0.0029  -0.0548  -0.024
Si  8.2035  5.469  35.922  0.0763  0.1386  -0.0761
Si  0  8.2035  35.922  0.0574  -0.1793  0.0184
Si  5.469  8.2035  35.922  0.0802  0.1066  0.0578
Si  4.1018  1.3673  37.2892  -0.0029  -0.0504  0.028
Si  9.5708  1.3673  37.2892  0.0419  -0.0624  -0.0099
Si  1.3673  4.1018  37.2892  0.0454  -0.0911  0.026
Si  6.8362  4.1018  37.2892  0.007  -0.0303  -0.0357
Si  4.1018  6.8362  37.2892  -0.0097  -0.0049  -0.0149
Si  9.5708  6.8362  37.2892  -0.0137  0.0094  0.0306
Si  1.3673  9.5708  37.2892  0.0296  -0.0598  -0.0213
Si  6.8362  9.5708  37.2892  -0.0055  -0.0441  0.0274
Si  0.4345  -0.8276  27.8093  0.0017  -0.0001  0.007
Si  5.2944  -0.4276  27.3584  -0.0055  -0.0079  -0.0108
Si  2.1447  2.5313  26.4517  0.0056  -0.006  0.0034
Si  6.2113  1.7002  27.2001  0.001  0.0035  -0.001
Si  -0.4198  4.3636  27.0319  -0.0073  0.0003  -0.0096
Si  4.8067  3.6456  27.1902  0.0032  0.0108  -0.0078
Si  2.0333  8.2818  27.5216  -0.0065  0.0152  0.0021
Si  7.6049  8.3388  27.1956  0.004  0.0107  0.0005
Si  1.3709  1.0467  29.0013  0.0011  -0.0045  -0.0095
Si  7.4765  1.9307  29.1552  -0.0029  -0.0029  0.0009
Si  4.7487  4.6263  29.2961  0.0035  -0.0027  0.0033
Si  9.2603  3.5871  29.0027  -0.0007  -0.0038  0.0037
Si  1.2235  6.573  28.8834  -0.0018  -0.0011  0.0085
Si  6.4886  6.3817  29.1663  0.0027  0.0026  -0.0116
Si  4.294  9.5503  29.2556  -0.0038  0.0029  -0.0035
Si  9.6849  9.4977  29.3186  0.0056  0.0079  -0.0113
Si  2.8198  -0.0556  30.5113  0.0001  0.0029  -0.0058
Si  8.3365  0.1034  30.4754  0.0037  -0.0015  -0.0036
Si  0.0412  2.5895  30.3296  0.0011  -0.0025  0.0013
Si  5.6856  2.8197  30.5129  -0.0024  0.0039  -0.006
Si  2.8063  5.4934  30.3326  -0.0024  0.0001  0.0002
Si  8.2607  5.3323  30.3611  -0.006  0.0032  -0.0013
Si  0.0629  7.9868  30.5096  0.0092  0.0004  -0.0039
Si  5.6115  8.1294  30.5461  0.0002  -0.0019  -0.0009
Si  4.2084  1.3961  31.7723  -0.0032  -0.0071  0.0009
Si  9.6804  1.3748  31.8934  -0.0018  0.0063  -0.0022
Si  1.4363  4.0389  31.6608  -0.0013  0.0008  -0.0001
Si  6.9577  4.1224  31.9377  0.0035  0.0009  -0.0019
Si  4.0966  6.8475  31.8384  0.0017  0.001  -0.0008
Si  9.5737  6.7073  31.8107  0.001  -0.0045  0.0044
Si  1.4209  9.4763  31.8248  -0.0007  -0.0059  0.004
Si  6.956  9.5969  31.8012  -0.004  0.0027  0.0034
Si  0.0641  -0.0601  33.1927  0.0017  -0.001  -0.0007
Si  5.526  -0.0082  33.1588  0.0012  -0.0022  -0.0036
Si  2.7835  2.7303  33.1292  0.0012  0.0002  -0.002
Si  8.2915  2.7271  33.2587  0.001  -0.0024  -0.0002
Si  0.0605  5.3826  33.1313  -0.0005  0.0001  -0.0014
Si  5.4876  5.4781  33.197  -0.0017  0.0012  0.0012
Si  2.768  8.1846  33.2387  -0.0026  0.0022  -0.0009
Si  8.2642  8.1739  33.1706  0.0027  -0.0001  -0.0028
Si  1.4002  1.3692  34.5312  -0.0002  -0.0002  -0.0016
Si  6.8564  1.3684  34.559  0.0004  -0.001  -0.0032
Si  4.1087  4.1064  34.5456  -0.0009  -0.0001  -0.0015
Si  9.6215  4.1143  34.5821  0.0014  -0.0001  -0.0009
Si  1.3598  6.8113  34.5439  -0.002  0.0005  -0.0033
Si  6.8422  6.8596  34.5516  -0.0021  0.0011  -0.0008
Si  4.1285  9.5919  34.5553  -0.0002  0.0008  -0.0029
Si  9.591  9.5594  34.5578  0.0013  -0.0013  -0.0001
Si  2.7105  -0.009  3.431  0.0008  0.0006  0
Si  8.1884  0.0201  3.4013  0.0002  0.0001  0.0004
Si  -0.0229  2.7362  3.4209  0.0008  -0.0012  0.0015
Si  5.4433  2.7236  3.4216  0.001  -0.0006  -0.001
Si  2.7178  5.4667  3.4262  -0.0001  0.0022  0.0017
Si  8.1792  5.4634  3.4343  -0.0012  -0.0008  0
Si  -0.0102  8.1959  3.4112  0.0008  -0.0004  -0.0006
Si  5.4486  8.1931  3.4203  0.001  -0.0009  0.001
Si  4.0331  1.4006  4.8013  -0.0026  0.002  -0.0009
Si  9.4848  1.4264  4.7861  -0.004  0.003  0.0008
Si  1.32  4.1193  4.7945  -0.0005  -0.0016  -0.0004
Si  6.7719  4.1076  4.799  -0.0008  0.0005  0.001
Si  4.0464  6.8594  4.8052  -0.0015  0.0006  0.0029
Si  9.5294  6.8759  4.7825  0.0014  0.001  -0.0015
Si  1.3184  9.5698  4.7992  -0.0006  -0.0004  0.0017
Si  6.7905  9.6219  4.7446  0.0025  0.0006  -0.0014
Si  -0.0939  0.0369  6.0906  0.0024  -0.0004  0.0003
Si  5.394  0.0085  6.1263  -0.0025  -0.0029  -0.001
Si  2.6564  2.7594  6.1998  -0.0008  -0.005  0.0005
Si  8.0994  2.7591  6.2155  0.0034  -0.0044  -0.0054
Si  -0.0627  5.4961  6.1459  0.0002  -0.0006  0.0057
Si  5.4013  5.481  6.1568  -0.003  -0.0021  -0.0002
Si  2.671  8.2112  6.2072  -0.0014  -0.0032  -0.0014
Si  8.1912  8.3267  6.1073  -0.0073  0.0006  0.0002
Si  1.2148  1.3536  7.4968  0.0106  -0.0066  -0.0042
Si  6.6944  1.3428  7.5546  0.001  0.0018  0.0065
Si  3.9962  4.1587  7.5808  0.0036  0.0022  0.003
Si  9.491  4.1701  7.5367  0.0064  -0.0122  0.0001
Si  1.2679  6.8354  7.5675  0.0052  -0.0021  -0.003
Si  6.7966  6.9485  7.3695  0.0081  -0.0057  0.0013
Si  4.0382  9.625  7.5446  0.0022  -0.0037  0
Si  9.5045  9.7084  7.548  0.0015  -0.0014  0.0058
Si  2.5422  -0.0192  8.8882  -0.005  -0.0023  -0.0063
Si  8.0441  0.0215  8.9962  0.0036  0.0052  0.0073
Si  -0.1751  2.6978  8.8694  -0.0096  0.011  -0.0018
Si  5.2046  2.6147  8.8958  -0.0057  -0.005  -0.0036
Si  2.5651  5.442  9.0096  0.0023  0.0032  -0.0009
Si  8.2162  5.7483  8.7846  -0.004  0.0372  -0.0039
Si  -0.0414  8.3306  8.871  -0.0029  0.0039  0.0015
Si  5.4059  8.1773  8.8296  0.0025  -0.0003  0.0003
Si  3.5395  1.5847  10.2266  -0.0036  0.0206  0.01
Si  9.1201  1.6964  10.2753  -0.0023  0.0001  -0.0099
Si  1.2988  3.8296  10.28  0.0036  -0.0123  0.0162
Si  6.6128  3.6779  10.3779  0.0188  0.0046  0.0014
Si  3.853  7.0287  10.1909  -0.007  0.0032  -0.0016
Si  9.3189  7.2795  10.1994  -0.0072  0.0011  0.0034
Si  1.5809  9.2853  10.3012  -0.0038  -0.0011  0.0035
Si  6.8867  9.3083  10.2704  0.0077  -0.0068  0.0015
O  10.5904  -0.7355  26.3238  0.002  0.0032  0.0011
O  2.4673  7.9218  25.9615  0.0055  0.0028  0.0018
O  9.7168  1.231  11.7381  -0.0014  -0.0025  -0.0019
O  1.02  9.7953  11.7632  0.0026  0.0005  -0.0065
O  2.4628  2.7365  10.7853  0.0047  -0.0046  -0.011
O  8.1364  8.3186  10.7586  -0.0008  0.0042  -0.0094
O  6.4684  20.3922  26.8549  0.0033  0.0036  -0.0002
O  0.668  3.2633  26.3817  -0.0044  -0.0003  -0.0019
O  4.098  0.7751  11.5413  -0.0016  0.0014  -0.0052
O  10.9709  0.2346  13.7786  -0.0008  0.0023  0.0012
O  7.9965  13.7868  10.6644  -0.0218  -0.0084  -0.0059
O  6.0021  9.8019  11.5876  0.0037  -0.0009  -0.0024
O  10.1781  6.7122  11.4892  -0.003  0.0051  -0.0056
O  0.3167  4.3313  11.5292  0.0091  -0.0055  -0.0126
O  7.0062  16.0598  9.7351  0.0021  -0.025  0.0086
O  4.58  6.4689  11.5617  -0.0004  0.0007  -0.0008
O  4.027  -0.5052  26.277  0.0054  0.002  0.0053
O  6.8893  6.919  27.6156  -0.0101  -0.0128  0.0053
O  2.3877  1.3408  25.3227  -0.0064  0.0028  0.0003
O  22.2504  5.4823  27.9418  0.0056  0.0012  0.0005
O  8.6199  8.3226  25.9112  -0.0068  -0.004  -0.0027
O  9.7706  5.1228  25.7648  0.003  -0.0019  0.0043
O  3.3854  3.5959  26.3068  0.0054  0.0017  -0.002
O  4.7692  5.2579  24.0756  0.0066  -0.0004  -0.0014
Si  -0.4056  -7.8067  15.458  -0.0016  0.0034  0.0007
Si  7.1471  9.368  21.645  0.0005  -0.0008  0.0008
Si  5.5652  5.5512  12.4603  0.0009  0.0085  0.0118
Si  5.7261  4.5011  15.0919  -0.0022  0.0016  -0.0013
Si  18.1023  -1.5039  18.5875  0  -0.0005  -0.0008
Si  5.177  10.9197  12.4566  0.0009  0.0006  -0.0032
Si  8.4565  3.2441  17.6263  0.003  0.001  -0.0016
Si  8.0015  6.1089  14.0669  -0.0017  0.0025  0.0002
Si  12.4333  4.0131  19.0475  -0.0006  -0.0007  0.0005
Si  10.1981  9.4335  17.9309  0.0012  -0.0012  -0.0005
Si  -0.9769  -1.8727  25.3136  0.0003  0.0009  -0.0034
Si  1.0936  5.7766  15.1237  -0.0008  -0.0016  0
Si  14.6217  0.3734  24.9366  0.0065  -0.0058  0.0021
Si  9.9235  3.0171  22.4018  0.0007  -0.0023  -0.0002
Si  19.9559  5.2657  24.2985  -0.002  -0.0042  -0.0064
Si  13.3511  0.2229  20.5402  0.0006  -0.0008  -0.0006
Si  12.9268  -7.8717  21.8333  -0.0005  -0.0008  -0.0014
Si  4.3124  -1.0994  22.3665  0.0017  -0.0067  -0.0014
Si  6.3068  1.1678  17.2808  -0.0004  0.003  0.0009
Si  8.8502  0.2233  23.2156  -0.0009  0.0043  0.0022
Si  9.5104  4.7016  19.9024  -0.0001  -0.0008  -0.0001
Si  3.2452  5.0511  23.5493  -0.0032  0.0004  -0.0014
Si  6.5082  1.717  24.8706  0.0079  0.0007  -0.0058
Si  13.6493  7.3887  21.9495  0.0034  -0.0028  0.0017
Si  10.8348  12.5086  17.8364  -0.0016  -0.0002  -0.001
Si  3.4996  5.5006  16.9365  0.0008  0.0003  -0.0038
Si  12.5331  7.32  24.7113  0.0004  -0.0032  -0.0078
Si  4.7297  8.2974  17.2509  -0.0006  -0.0022  -0.001
Si  9.8813  1.3579  13.3501  0.0004  0.0063  0.0031
Si  6.8788  1.5449  14.398  -0.0041  0.002  0.0009
Si  9.2202  7.1518  21.8527  -0.0005  0.0014  -0.0035
Si  10.0412  8.0289  15.1719  0.0009  -0.0032  0.0012
Si  6.1304  4.702  24.7666  0.0015  -0.005  -0.0027
Si  10.638  5.5139  12.4957  -0.0017  0.0027  0.0079
Si  11.6684  -1.1727  13.368  0.0022  -0.0059  0.0013
Si  3.594  0.051  17.7514  0.0023  -0.0006  -0.0003
Si  3.4644  9.8332  14.9751  -0.0016  -0.0035  0.0058
Si  11.6038  -2.3822  20.3553  0.0015  -0.0009  -0.0011
O  9.362  2.0768  18.31  -0.0001  -0.0011  -0.0005
O  3.4258  10.303  23.6753  -0.0032  0.0039  0.0034
O  12.7792  7.4514  20.5818  -0.0008  0.0009  -0.0019
O  11.2225  -2.4662  18.7677  -0.0004  0  -0.0007
O  11.9468  2.5282  18.5493  0.0023  -0.0016  0.0009
O  10.3571  -2.7228  21.3562  -0.0017  -0.0015  -0.0001
O  7.4351  5.6436  24.5079  -0.0015  0.0029  -0.0025
O  8.4871  4.5257  18.6305  -0.0006  0.0002  -0.0019
O  13.2793  12.8749  27.9685  0.0037  0.0001  0.0039
O  2.6019  6.0265  15.6663  -0.0019  0.0008  -0.0003
O  0.0742  -3.1202  25.1016  -0.002  -0.0002  -0.0004
O  2.527  4.7254  17.9974  0.0001  -0.0006  0.001
O  4.2932  8.6061  15.692  -0.0019  0.0026  -0.0012
O  6.942  2.6593  17.4862  -0.0014  -0.0005  0.0005
O  1.965  1.489  21.4571  0.0003  0.0006  -0.0003
O  12.7794  -3.0012  23.2294  -0.0012  -0.0002  0.0019
O  3.0806  -0.0347  16.1814  -0.0001  -0.0019  -0.0028
O  10.0538  9.1739  16.3286  -0.0001  0.0004  -0.0019
O  9.6184  -1.0176  23.9654  0.0019  -0.0043  0.0001
O  9.1102  3.5874  16.1554  0.0021  -0.001  -0.0006
O  8.2373  -0.3692  21.8241  -0.0002  0.0004  -0.0014
O  20.274  3.4225  20.9261  -0.0014  -0.0012  0.0001
O  17.2776  8.4506  17.5551  0.0001  -0.001  -0.001
O  6.2523  1.0613  12.9903  0.0011  0.0011  -0.001
O  5.8736  4.0933  11.7735  -0.0031  -0.0072  -0.0013
O  18.0049  0.0655  18.1831  0.0025  -0.0009  0.0016
O  4.028  8.3099  21.9055  0.0001  0.0026  -0.0022
O  0.9551  5.8865  13.491  -0.0023  -0.0009  -0.0056
O  14.1059  5.8638  22.1436  0.0008  -0.0027  -0.0004
O  6.2841  3.0299  14.6812  0.0018  -0.0054  -0.001
O  4.1975  -4.1285  17.6408  0.0016  0.0004  0.0008
O  9.6233  6.3921  23.2598  0.0019  -0.0031  0.0042
O  9.0409  6.0495  20.6697  -0.0007  0.0006  -0.0008
O  11.4723  3.4906  22.4148  0  0.0015  0.0001
O  8.5558  7.4642  14.7919  -0.0019  -0.003  -0.001
O  5.9158  9.8223  22.6245  -0.0001  0.0004  -0.0025
O  6.9643  6.3588  12.8092  -0.0042  -0.0005  -0.0022
O  11.0514  4.8632  19.3368  0.0004  0.0003  -0.0009
O  10.8176  10.9249  18.1623  0.0001  0.0007  -0.0004
O  13.9292  3.4966  23.0704  0.0014  0.0025  0.0011
O  15.6923  1.1989  17.7528  -0.003  -0.0009  0.0006
O  6.6222  -1.6962  20.1102  -0.0004  -0.0015  0.0005
O  6.4408  0.6824  15.7175  -0.0001  -0.003  -0.0046
O  -0.3398  -2.3344  13.7543  -0.0001  -0.0006  -0.0017
O  7.6935  0.8088  24.2169  -0.0018  0.0006  0.0002
O  11.6283  4.2978  15.6571  -0.0001  -0.0005  0.0009
O  15.9329  1.2141  24.4659  -0.0028  0.0007  -0.0027
O  9.8362  1.4288  22.7429  0.0011  -0.0005  -0.0037
O  6.5333  3.2186  24.2194  -0.0012  0.0042  0.0005
O  0.0941  1.7811  16.2301  -0.0002  -0.0003  -0.0008
O  13.2654  3.8446  20.4389  0.0009  -0.0009  -0.0017
O  4.4202  10.3239  13.7568  0.0039  0.0013  -0.003
O  7.8134  -2.9935  22.0944  0.0003  -0.0009  -0.0014
O  8.4763  1.2761  14.1874  0.0047  -0.0013  -0.0023
O  4.7279  4.5371  16.3902  0.0019  -0.0004  -0.0003
O  1.2663  -0.9168  20.7761  -0.0007  -0.0007  0.0001
O  13.0213  -5.2129  24.5539  -0.0007  0.0009  -0.0005
O  10.4805  2.7944  13.8614  -0.0011  -0.0042  -0.0026
O  14.9894  9.4712  18.1735  0.0004  0.0005  -0.0015
O  9.2979  5.256  13.455  0.0048  -0.0009  -0.0022
O  7.1078  5.3848  15.243  0.0019  0.0013  0.0003
O  10.9978  6.8536  15.7719  0.0002  0.0006  -0.0003
O  2.5615  0.485  18.9284  -0.0006  0.0001  -0.002
O  8.7499  9.1006  18.5857  -0.0003  -0.0016  -0.0011
O  3.8991  -0.1645  21.0972  0.0025  0  -0.0001
O  2.0555  -1.4991  14.2624  -0.0023  -0.0004  -0.0002
O  9.1559  -7.126  23.5856  -0.001  0.0048  0.0011
O  4.8456  5.1534  13.8704  0.0026  0.0019  -0.0061
O  -2.4642  -2.2517  28.5238  -0.0049  -0.012  0.0006
O  2.7648  -13.6896  10.6694  0.0016  0.0002  -0.0014
O  3.4205  -2.5033  28.375  0.0013  -0.007  -0.002
O  5.8276  4.6494  26.3652  -0.0043  -0.0065  0.0065

Results
free energy: -160124.399 eV
free energy less fixed offsets of O -568.88, Si -635.61 eV per atom: -0.659 eV

The program warned: the cutoff lies below the one the program advises for these potential files; the exchange-correlation potential is rough where the density is thin.
